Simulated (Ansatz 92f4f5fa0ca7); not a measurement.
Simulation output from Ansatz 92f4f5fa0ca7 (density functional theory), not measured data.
Periodic cell of 234 atoms, Si134O100, from a study of silicon, its oxide and their interface. The atomic structure is a simulated model.

Settings
functional: r2SCAN
potential files: Ansatz norm-conserving
basis: plane waves
wave-function cutoff: 1300 eV
density cutoff ratio: 4
exchange-correlation grid ratio: 1
k mesh: 2 x 2 x 1, shifted by 0.5 0.5 0.5 of a step
self-consistency stop: 5e-08 eV per atom in the density residual
occupations: Fermi-Dirac, 0.05 eV
spin: none
net charge: 0

Cell vectors (angstrom)
a  11.5403  0  0
b  0  15.3871  0
c  -2.5034  0.296  22.5653

Atoms and the computed forces on them: element, x, y, z (angstrom), force x, y, z (eV/angstrom)
Si  -1.8353  2.1356  -0.0033  0.1097  -0.0968  -0.7193
Si  -1.7249  5.2167  0.3479  0.0087  0.4471  -0.6527
Si  -1.7819  8.3438  0.3042  -0.0613  -0.4121  -0.629
Si  -1.753  11.4465  -0.1032  0.2106  -0.2824  -0.7156
Si  2.1464  1.0549  -0.1049  0.13  0.4277  -0.2688
Si  2.0254  4.2456  -0.1216  -0.1157  0.1347  -0.4769
Si  1.9787  9.0456  -0.0598  -0.2571  0.05  -0.8763
Si  1.9636  12.0002  0.4559  -0.0622  0.2682  -0.8558
Si  6.152  1.2328  0.0934  0.2417  0.1029  -0.6344
Si  6.0715  4.3562  -0.0611  0.2411  0.0241  -0.594
Si  5.9539  8.9739  0.0437  0.0439  -0.2884  -0.5406
Si  5.6618  12.0991  -0.3186  -0.537  -0.058  -0.5829
Si  0.0962  0.9846  1.1204  -0.0094  0.3419  -0.1971
Si  0.2813  4.8521  1.4317  0.2696  -0.0356  -0.2299
Si  0.2171  8.5272  1.4659  0.1205  0.0473  -0.3267
Si  -0.0682  12.1537  1.4981  0.0068  -0.208  -0.1806
Si  4.0956  0.7896  1.2165  0.0468  0.1187  -0.0537
Si  4.0294  4.7821  1.1281  -0.0718  -0.1011  -0.117
Si  3.9522  8.5528  1.2502  0.0127  0.0972  -0.2764
Si  4.0364  12.2786  1.4232  -0.0529  -0.083  -0.1019
Si  8.0011  1.1691  1.4863  -0.0746  0.2715  -0.1999
Si  7.8228  4.8751  1.4904  -0.2612  0.0485  -0.1771
Si  7.7844  8.5963  1.4988  -0.1404  0.0337  -0.1897
Si  7.786  12.3708  0.9945  0.0053  -0.1306  -0.0694
Si  0.1947  2.8589  2.642  -0.0238  -0.1044  0.0873
Si  0.3144  6.684  2.8692  0.028  -0.0563  0.2678
Si  0.125  10.3457  2.8902  -0.1089  0.0093  0.3853
Si  0.0479  14.3207  2.4861  -0.0156  0.0821  -0.1314
Si  4.04  2.8582  2.5556  0.0467  -0.1313  -0.0599
Si  3.9899  6.6427  2.6809  0.0588  -0.1072  -0.2148
Si  4.0117  10.3516  2.7563  0.098  0.1577  0.1443
Si  4.0368  14.2858  2.5943  -0.0225  0.1646  -0.0637
Si  7.8832  2.9922  2.8714  -0.1137  -0.071  0.4071
Si  7.7387  6.7296  2.8844  -0.0649  -0.086  0.2445
Si  7.8024  10.5695  2.708  -0.0198  0.1111  -0.0033
Si  7.9156  14.367  2.4773  0.0905  -0.0278  -0.2556
Si  -1.6648  2.9319  4.0855  0.1192  -0.1319  -0.1583
Si  -1.749  6.7034  4.1361  -0.0409  0.0064  -0.0877
Si  -1.8271  10.4587  4.1265  0.2011  0.0698  -0.0018
Si  -1.7738  14.3641  3.9221  -0.0001  -0.0502  0.0043
Si  2.1276  2.8566  3.9749  -0.0582  0.089  -0.074
Si  2.1955  6.6425  4.2484  -0.187  0.0744  0.0826
Si  2.1044  10.3861  4.151  -0.0693  0.0268  -0.0578
Si  2.0463  14.3281  3.8594  0.12  -0.0613  0.0779
Si  5.8664  2.9103  4.0774  -0.009  0.1429  -0.1325
Si  5.827  6.6856  4.2248  0.1677  -0.0142  0.0316
Si  5.9157  10.4099  4.1231  -0.0542  -0.0813  -0.0524
Si  5.9669  14.3262  3.8982  -0.2333  -0.1066  0.0235
Si  -1.6535  0.9225  5.2505  -0.1205  0.1659  -0.051
Si  -1.7358  4.7866  5.5107  -0.0547  -0.0303  0.1628
Si  -1.7734  8.5967  5.5585  -0.0677  -0.0522  0.0523
Si  -1.7676  12.4669  5.3035  0.0847  -0.0891  0.1366
Si  2.0512  0.8937  5.2262  -0.03  0.0921  -0.0336
Si  2.0807  4.6598  5.5401  0.102  -0.0775  0.0183
Si  2.1645  8.5616  5.6602  0.0452  -0.0203  -0.0445
Si  2.1326  12.4064  5.2963  -0.1577  0.0353  0.0104
Si  5.8049  0.8819  5.2206  0.0936  -0.023  -0.0192
Si  5.8938  4.7529  5.5837  -0.0745  0.0404  0.123
Si  5.9178  8.58  5.6509  0.0335  0.1111  -0.0942
Si  5.9014  12.3975  5.3254  0.1389  0.043  0.0235
Si  0.2312  0.9581  6.7136  0.0044  0.0662  -0.0302
Si  0.127  4.6759  6.9453  0.0952  0.1402  0.0833
Si  0.1692  8.5545  6.934  -0.1274  -0.0608  0.0692
Si  0.1962  12.5693  6.5929  0.028  -0.0746  -0.2205
Si  3.8836  0.8394  6.6555  -0.0147  0.0941  -0.1749
Si  3.9649  4.6195  6.9666  -0.1168  -0.0637  0.0629
Si  4.051  8.5289  7.1213  0.0545  -0.071  0.1639
Si  4.0156  12.2492  6.7376  0.0477  -0.1814  0.0069
Si  7.8393  0.9877  6.306  0.0445  0.1274  -0.1884
Si  7.9009  4.8273  6.9241  0.0375  0.1006  -0.08
Si  7.8858  8.7406  6.977  -0.0203  -0.0217  0.0861
Si  7.8405  12.4225  6.6493  -0.0201  -0.2157  -0.1805
Si  0.0592  2.7139  8.3312  -0.1517  -0.0239  0.1848
Si  0.2187  6.5734  8.3746  0.0019  0.1507  -0.1498
Si  0.1275  10.6995  7.9321  0.0262  0.1335  0.189
Si  0.2938  14.4447  8.0374  0.321  -0.2279  0.1029
Si  3.8828  2.6036  8.2632  0.1807  0.1291  0.2314
Si  3.9722  6.4917  8.4294  0.0276  -0.0556  0.1722
Si  4.1292  10.4633  8.5087  -0.0374  0.191  0.301
Si  3.8887  14.2422  7.8465  -0.0521  0.0185  0.22
Si  7.7463  2.6523  7.881  -0.0445  -0.2207  0.1453
Si  7.9925  6.8772  8.3466  -0.0722  -0.0989  0.2251
Si  7.8746  10.7465  8.3421  0.1992  0.1543  0.1739
Si  7.9519  14.5085  7.5653  -0.1536  0.1208  -0.1124
Si  -2.0723  2.155  9.3716  -0.0626  -0.1939  0.6148
Si  -1.5765  6.9832  9.8132  0.0613  -0.0918  0.2677
Si  -1.6321  11.4205  9.408  -0.0545  0.3361  0.4339
Si  -1.7924  14.5362  8.9943  -0.1721  0.0531  1.1997
Si  1.994  2.9148  9.7413  0.1529  -0.1923  0.5434
Si  2.0123  6.123  9.88  -0.108  -0.1193  0.6463
Si  1.9296  10.783  9.3855  -0.4614  -0.0001  0.4806
Si  2.1806  13.8849  9.4463  -0.024  0.0586  0.9643
Si  5.931  2.0845  9.3663  -0.3143  -0.5301  0.6525
Si  6.0541  6.2062  9.513  0.1514  -0.1178  0.0838
Si  6.2112  10.6418  10.0921  0.1836  -0.373  -0.0259
Si  5.9829  14.5641  8.6829  -0.0113  -0.0508  1.0439
Si  -0.2064  9.6166  11.2334  0.1351  0.1296  0.2971
Si  3.3884  4.5033  14.2282  -0.0247  0.0039  0.1129
Si  -0.4741  8.6484  14.0568  -0.0804  -0.0312  0.3863
Si  -1.0599  5.1333  16.9055  -0.0392  -0.0925  -0.0349
Si  4.7507  12.6779  16.5864  0.2557  0.0012  -0.1682
Si  5.8112  8.4403  14.6687  -0.0807  0.0734  0.3889
Si  -0.9972  8.386  16.8852  -0.0056  -0.0434  0.0392
Si  8.5578  9.6949  15.3242  -0.1548  0.1525  0.1567
Si  11.1606  -1.8816  13.5772  -0.0033  0.0019  0.1182
Si  6.4889  7.9482  11.7833  -0.0159  0.161  0.4701
Si  3.5268  10.3246  15.3621  0.0006  -0.1221  -0.0895
Si  3.4203  14.4705  12.2256  -0.0761  -0.045  0.3616
Si  7.1946  -1.1979  17.2428  0.1045  -0.0376  -0.3663
Si  7.9582  3.4836  16.4716  -0.0164  0.0064  0.0113
Si  10.5859  4.4405  13.9139  0.2444  -0.1644  0.3088
Si  7.3748  3.7368  10.9075  -0.0377  -0.035  0.1419
Si  3.139  10.8016  18.205  0.0432  0.0019  -0.1768
Si  1.1467  6.1268  12.9137  0.1644  -0.2  0.3745
Si  2.3061  -1.2646  16.5232  -0.0263  0.2095  -0.1343
Si  -3.8609  13.8815  20.3019  -0.0775  -0.0118  -0.3219
Si  0.7367  0.6231  14.7183  -0.0892  -0.0197  0.2413
Si  0.1041  5.291  19.6311  0.0944  -0.0972  -0.2833
Si  5.894  5.4294  15.4271  0.0756  -0.0017  0.0555
Si  2.0049  -3.0861  14.0655  -0.113  -0.2357  0.0394
Si  1.6992  13.0758  19.4441  0.0823  -0.2112  -0.614
Si  4.0669  3.898  17.0386  0.0337  -0.1361  -0.0646
Si  8.9726  -2.4923  15.4144  -0.0149  0.0571  0.2006
Si  9.5081  1.6854  14.452  0.0123  -0.1482  0.2214
Si  2.5347  17.334  12.7302  0.0103  0.1894  0.4991
Si  8.6282  5.8772  12.2929  0.2653  0.2321  0.5954
Si  5.7171  0.726  20.647  -0.0681  0.1131  -0.3344
Si  6.2232  13.2715  11.2878  0.0884  0.2809  0.2268
Si  5.9832  1.5944  17.6581  0.0129  0.1908  -0.4662
Si  -0.7939  14.4049  20.7248  0.1111  -0.0529  -0.0227
Si  0.0363  8.3954  19.6761  0.0618  0.0639  -0.3281
Si  8.5251  14.4215  13.0135  0.0612  0.0206  0.2688
Si  3.1008  5.3383  19.6479  -0.1619  -0.2066  -0.3175
Si  3.0908  8.3394  19.8441  0.0393  0.2352  -0.4308
O  0.186  7.2014  13.6758  -0.0181  0.0331  -0.2305
O  5.5015  0.9777  19.0637  0.1233  -0.0728  0.4418
O  7.1111  2.7817  17.6713  -0.1951  -0.1776  -0.0917
O  6.7109  1.9215  21.0882  -0.1632  -0.169  0.2467
O  -1.7771  6.7671  -0.4229  0.0259  -0.0104  0.8794
O  -1.6919  3.7562  -0.4853  -0.0291  -0.5635  0.6899
O  -1.3715  12.141  -1.5507  -0.1126  -0.0062  0.3682
O  -1.785  9.811  -0.5568  -0.0178  0.3221  0.6707
O  8.5473  2.2405  15.6188  0.0636  0.2045  -0.0678
O  1.6531  0.126  15.9743  -0.0229  -0.2446  -0.1772
O  0.0219  6.8473  19.3263  0.0555  -0.0143  0.1122
O  2.243  2.6547  -0.454  -0.2116  0.0493  0.281
O  2.0394  10.6492  -0.5226  -0.0306  -0.0737  0.9228
O  -0.6932  13.6908  22.1638  0.0398  -0.1254  -0.2832
O  -2.3429  14.4618  20.2379  -0.0469  -0.1287  0.1736
O  4.9164  5.0475  14.1965  -0.062  0.0051  0.1954
O  8.0036  13.4936  14.2487  0.3126  0.1202  -0.169
O  5.9278  2.7638  -0.4719  0.1416  0.083  0.5069
O  6.4733  4.9854  -1.5503  -0.1879  -0.1291  0.458
O  -0.4696  9.0507  18.2729  0.0746  -0.2621  0.2885
O  6.2232  7.9485  -1.2325  -0.13  0.3047  0.2976
O  -1.2133  10.8544  10.8997  0.0409  -0.1227  -0.3097
O  5.1169  12.8858  -1.7452  0.4059  -0.4194  0.773
O  5.6343  8.3962  13.0669  0.2211  -0.1129  -0.1188
O  9.9703  -1.569  12.5324  -0.1075  0.0371  0.1227
O  -1.0865  6.7562  16.8496  0.0446  0.0365  0.0283
O  -1.9151  5.8725  10.9974  0.0006  0.3134  -0.0931
O  -1.9534  0.5617  9.9446  0.0819  -0.0259  -0.9663
O  0.028  9.5752  12.8412  -0.1243  -0.1636  -0.5126
O  -0.0397  8.8839  15.6305  -0.3546  -0.1388  -0.1264
O  4.3552  8.9484  15.19  0.1723  0.0782  -0.1012
O  -0.7499  1.0297  15.2248  0.0394  0.0615  -0.3422
O  12.1213  -0.5792  13.6442  -0.0647  -0.0759  0.0454
O  2.1258  4.5011  10.1373  -0.1128  0.0328  -0.2475
O  1.9944  17.4954  11.2  0.0268  0.3368  -0.585
O  1.6101  6.6471  11.4372  0.1966  -0.1625  -0.7072
O  1.2887  9.8106  10.5875  0.1436  0.2112  -0.2809
O  2.4729  14.6091  10.9054  -0.0056  -0.1796  -0.4373
O  6.2942  13.0604  16.5277  -0.0723  0.152  0.1722
O  1.7621  -2.5181  15.6016  0.1998  0.1111  -0.076
O  5.8712  15.8542  9.7039  0.0658  0.3257  -0.8479
O  5.6781  6.7847  11.0144  0.2591  -0.0804  -0.4277
O  4.9043  13.9821  11.8505  0.083  -0.0911  -0.1922
O  6.6564  9.1817  10.7483  -0.1926  0.2435  -0.0817
O  7.911  7.3371  12.3158  -0.2631  -0.1746  -0.2987
O  6.258  11.6343  11.4607  -0.064  -0.1373  -0.6521
O  6.251  13.2788  9.6708  -0.1346  0.0469  0.188
O  4.6855  17.759  17.0049  0.2193  0.1054  0.1819
O  3.9302  -1.3169  16.3429  -0.2277  -0.3472  0.1156
O  -0.1969  4.5964  18.1852  -0.0318  0.2982  0.2823
O  6.7065  4.6933  9.7423  -0.1098  0.2756  0.1515
O  0.2857  4.7312  12.9011  -0.1186  0.2496  -0.0005
O  6.248  2.5658  10.9473  0.2931  0.3553  -0.4759
O  -2.0978  8.9822  14.1309  0.2009  -0.0373  0.0594
O  -0.9809  8.3134  10.6073  -0.1931  -0.2368  -0.0537
O  -4.9814  14.7779  21.0721  -0.0411  0.0789  -0.0662
O  1.5989  4.9196  20.1133  0.0176  0.1828  -0.09
O  7.1237  -1.5415  18.7992  0.1418  0.0866  0.3886
O  9.4499  5.5861  13.6648  -0.1541  -0.0167  -0.5128
O  6.9773  9.4865  15.0747  0.065  -0.1838  -0.1479
O  8.7925  11.2946  15.5175  0.0295  -0.0844  -0.1105
O  6.6406  0.2995  16.8786  -0.0177  -0.0429  0.3322
O  8.6942  -1.5747  16.7327  -0.3167  -0.0448  -0.0663
O  3.44  4.2456  18.488  0.0527  0.2666  0.2128
O  1.6375  4.7547  -1.6583  0.2425  -0.0752  0.4626
O  10.5142  -2.1645  15.0426  -0.1698  0.0257  -0.3804
O  7.5413  4.674  12.2089  0.0436  -0.0786  -0.2911
O  6.2333  7.0081  15.3222  -0.0849  0.014  -0.2358
O  4.5715  11.5734  15.4174  -0.2749  -0.0045  0.1956
O  8.8701  3.1078  10.6073  -0.1611  -0.0965  -0.2699
O  -1.8566  13.0447  9.7389  0.0874  -0.1558  -0.3693
O  1.372  1.8494  13.8826  0.1676  -0.1258  -0.3155
O  8.7385  0.5873  13.5133  0.1067  -0.2029  -0.0608
O  3.7965  9.5416  18.9956  -0.3411  -0.1611  0.258
O  2.0618  13.9869  18.1232  -0.0015  -0.2317  0.2689
O  -0.834  8.6584  21.0151  0.2416  0.1378  0.58
O  -2.5193  4.4794  17.1655  0.0862  -0.0403  -0.2234
O  3.341  3.289  13.159  -0.1487  -0.0915  -0.135
O  2.5189  10.7457  14.1481  0.1641  0.3329  0.2121
O  5.1562  5.1014  16.8393  -0.0817  -0.2178  -0.2466
O  7.4583  14.1737  11.8432  -0.1558  -0.2449  -0.1816
O  5.796  10.4793  -0.6659  0.1738  -0.0356  0.4455
O  7.162  4.4267  15.4056  -0.0814  0.0231  0.1592
O  10.0226  2.9532  13.5755  -0.0343  0.196  0.0427
O  4.2932  11.9528  17.984  -0.2364  -0.1138  -0.1891
O  0.1655  13.5535  19.7242  -0.0315  0.1163  0.3516
O  2.1921  0.2591  -1.5658  -0.1206  -0.0973  0.4108
O  2.6823  10.2296  16.7465  0.2875  0.2295  0.1605
O  -2.5083  8.9644  16.6961  0.2219  0.006  -0.3005
O  12.1336  12.2598  13.2423  0.1169  0.3417  0.1128
O  3.432  15.9736  12.8719  -0.163  -0.1314  -0.3332
O  6.7432  0.383  -1.2258  0.043  0.144  0.3619
O  1.982  12.3307  9.974  0.1526  0.0421  -0.5305
O  -0.496  4.5538  15.4843  -0.1962  0.0806  -0.1102
O  3.044  3.9921  15.7588  0.3049  0.1631  -0.0589
O  1.871  11.518  18.9391  0.1235  0.2795  0.1918
O  3.1965  6.8856  19.1035  -0.0617  -0.0347  0.3407
O  2.4498  5.768  13.8255  -0.1645  -0.0959  -0.2484
O  1.552  8.8239  20.0161  0.0005  -0.1372  -0.0411
O  2.9876  13.3319  13.3081  -0.0745  0.1491  -0.2956

Results
free energy: -62188.037 eV
free energy less fixed offsets of O -463.61, Si -117.95 eV per atom: -21.737 eV
pressure: -1.65 GPa
stress xx, yy, zz, yz, xz, xy (GPa, positive in tension): 0.41, 2.55, 1.98, -0.1, 0.04, -0.76
